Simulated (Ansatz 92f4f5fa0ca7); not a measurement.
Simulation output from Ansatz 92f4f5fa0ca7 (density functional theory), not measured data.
Periodic cell of 226 atoms, Si133O92B1, from a study of silicon, its oxide and their interface. The atomic structure is a simulated model.
Doubt: the cutoff is far below the 930 eV that the study's wrapper takes by default for these files, so forces and energies are approximate.

Settings: functional PBE; potential files Ansatz PAW; basis plane waves; wave-function cutoff 580 eV; density cutoff ratio 5; exchange-correlation grid ratio 1; k mesh 1 x 1 x 1, Gamma-centred; self-consistency stop 5e-08 eV per atom in the density residual; occupations fixed; spin none; net charge -1 e, with a uniform compensating background and no finite-size correction.

Cell vectors (angstrom)
a	10.938	0	0
b	0	10.938	0
c	0	0	31.9494

Atoms and the computed forces on them: element, x, y, z (angstrom), force x, y, z (eV/angstrom)
Si	10.6326	0.0004	24.4396	-0.0535	0.1232	0.2282
Si	5.0936	0.1712	24.7242	-0.0599	-0.0428	0.1745
Si	2.8544	2.3302	24.5973	-0.041	-0.0748	0.1924
Si	8.5622	2.4403	24.593	0.0264	-0.013	0.3158
Si	10.6685	5.5731	24.3892	-0.0065	0.0549	0.2418
Si	5.1594	5.6185	24.4732	-0.0488	0.0067	0.3095
Si	2.9753	7.9593	24.4193	0.1026	-0.1187	0.2571
Si	8.3956	7.8133	24.4768	0.0638	0.0116	0.1911
Si	1.2954	1.1444	25.8575	0.0019	0.0187	0.0283
Si	6.8062	1.3944	25.8247	0.0176	0.0374	-0.042
Si	4.0627	4.0061	25.818	0.0298	0.0349	-0.028
Si	9.6077	4.0399	25.9269	0.0469	-0.0343	-0.0057
Si	1.331	6.7826	25.685	0.0603	-0.0049	-0.0255
Si	6.804	6.6727	25.8168	0.0359	-0.0252	-0.0078
Si	4.0024	9.4755	25.9646	0.0128	-0.0074	0.0375
Si	9.4782	9.4411	25.8232	-0.004	0.0459	-0.0253
Si	2.6551	-0.1098	27.3115	-0.0663	-0.0504	-0.0265
Si	8.1464	-0.0439	27.1594	-0.0337	-0.1017	0.0005
Si	0.058	2.6639	27.2198	0.0658	0.0081	0.0018
Si	5.622	2.8827	27.2992	0.0027	0.0234	0.0305
Si	2.6917	5.4215	27.1195	-0.1055	-0.0272	-0.0274
Si	8.0211	5.2254	27.3057	0.024	0.0142	0.0944
Si	-0.0065	8.1291	27.1454	-0.0015	0.0153	-0.0325
Si	5.5099	8.1327	27.1889	-0.0396	0.0814	-0.0056
Si	4.1388	1.3798	28.4869	-0.0028	-0.0136	0.0002
Si	9.4968	1.37	28.5213	0.0098	0.0678	0.0549
Si	1.3991	4.0698	28.5699	-0.1011	0.0137	-0.0987
B	6.8191	4.0683	28.5659	-0.014	-0.0195	-0.2955
Si	4.1331	6.7232	28.4984	0.0367	0.0718	0.1003
Si	9.5156	6.7349	28.4629	-0.1117	-0.0397	0.0471
Si	1.2853	9.4708	28.6409	0.105	0.1082	-0.243
Si	6.8282	9.5386	28.5697	-0.0158	0.0147	-0.0983
Si	-0.0626	-0.0047	29.9079	-0.0459	0.0723	0.0948
Si	5.4537	-0.0001	29.8901	-0.0037	-0.0102	0.0443
Si	2.7859	2.7193	29.8936	-0.0192	-0.0923	0.0372
Si	8.0422	2.8638	29.7289	-0.0392	-0.04	-0.0068
Si	-0.0304	5.4391	29.8795	0.0831	0.0239	0.028
Si	5.613	5.2924	29.735	-0.0134	-0.0033	0.0136
Si	2.7562	8.1255	29.8881	0.0803	-0.0996	0.076
Si	8.2244	8.1619	29.873	0.0438	-0.0204	0.0036
Si	1.3653	1.3753	31.2286	0.0036	0.0003	0.0009
Si	6.8369	1.422	31.1971	0.0158	-0.0018	-0.0165
Si	4.1683	4.0926	31.2142	0.0155	0.092	0.0004
Si	9.5022	4.0787	31.1988	-0.0066	-0.0635	-0.0173
Si	1.3614	6.8042	31.2494	-0.0332	0.0219	0.0123
Si	6.8235	6.7888	31.1851	-0.0624	0.0085	-0.0248
Si	4.0924	9.5537	31.2404	-0.011	0.0106	0.0087
Si	9.5465	9.5493	31.2648	0.0067	-0.0104	0.036
Si	2.7357	0.0122	0.6517	0.033	0.0242	0.0116
Si	8.1936	0.0448	0.6175	0.0106	-0.0136	0.0044
Si	-0.0155	2.7571	0.6309	0.0152	-0.0043	-0.0117
Si	5.487	2.75	0.6796	-0.0044	-0.058	0.0507
Si	2.7702	5.4545	0.6268	-0.0208	-0.0149	0.0017
Si	8.2068	5.4919	0.6452	0.0233	0.0189	0.0148
Si	0.0153	8.212	0.6783	0.0258	-0.0146	0.0306
Si	5.4887	8.1949	0.6375	0.0092	0.0084	-0.0005
Si	4.1012	1.3841	2.0381	0.0094	0.019	0.0208
Si	9.5957	1.3611	2.002	0.0902	-0.0437	-0.0205
Si	1.3609	4.1451	2.0025	-0.0631	0.0265	0.0081
Si	6.847	4.1546	2.0327	-0.0704	0.044	-0.0781
Si	4.0988	6.8451	2.0061	-0.0058	0.0576	-0.0209
Si	9.5786	6.8451	2.0427	0.0166	0.0045	0.016
Si	1.375	9.6169	2.0369	-0.0691	0.0079	-0.0043
Si	6.8414	9.632	1.99	-0.1051	0.0189	0.003
Si	0.0228	0.0392	3.4483	-0.0124	-0.0098	-0.0778
Si	5.4818	0.0294	3.4219	0.0069	0.0243	-0.0533
Si	2.6974	2.7733	3.3652	0.1024	-0.0369	0.039
Si	8.2657	2.7823	3.3047	-0.0933	-0.0232	0.178
Si	0.0359	5.5144	3.4506	-0.0397	-0.0079	-0.0998
Si	5.4673	5.5321	3.4086	0.0557	-0.0564	-0.0149
Si	2.7361	8.234	3.3624	0.0506	-0.0051	0.0561
Si	8.2388	8.3076	3.3421	0.0014	-0.149	0.078
Si	1.3674	1.4544	4.8142	0.0446	0.0183	0.0471
Si	6.9079	1.4715	4.6962	0.0556	0.0465	-0.0404
Si	4.0509	4.1522	4.7302	-0.0095	-0.0133	-0.0205
Si	9.603	4.0803	4.7572	0.0089	-0.0116	-0.0075
Si	1.3658	6.9691	4.814	0.047	0.0265	0.0356
Si	6.8421	6.9947	4.7021	0.0208	0.0528	-0.0314
Si	4.0927	9.5684	4.7602	-0.0019	-0.0274	0.011
Si	9.6168	9.5798	4.811	0.0116	0.0148	0.0435
Si	2.7604	0.0383	6.1078	-0.0313	-0.0215	0.0065
Si	8.2951	0.122	6.0699	-0.0075	0.0088	0.0096
Si	0.0177	2.7956	6.2844	-0.0234	-0.0098	0.0232
Si	5.51	2.8359	6.041	0.0008	-0.0028	-0.0068
Si	2.7544	5.593	6.1196	-0.0186	-0.0106	0.0063
Si	8.255	5.5999	5.9365	0.0145	0.0133	-0.0157
Si	0.0471	8.3035	6.3431	-0.0157	-0.0203	0.0126
Si	5.4996	8.3019	6.1984	-0.0028	-0.01	0.0111
Si	4.4239	1.18	7.304	0.052	-0.025	-0.1781
Si	9.8113	1.1471	7.6064	0.0615	-0.0173	-0.2496
Si	1.1807	4.4954	7.4843	-0.0403	0.0386	-0.1948
Si	6.6449	4.5353	7.223	-0.0737	0.0071	-0.1992
Si	4.3285	6.7025	7.5204	0.0333	-0.0104	-0.2068
Si	9.7306	6.61	7.4863	0.0689	-0.0047	-0.2192
Si	1.284	9.9359	7.6736	-0.0431	0.0345	-0.1931
Si	6.7226	9.9625	7.387	-0.0506	0.0108	-0.1933
O	9.5921	1.25	24.0237	0.0176	-0.0727	-0.1704
O	4.1031	6.8082	23.9739	-0.0582	0.0402	-0.1509
O	4.0128	1.2562	24.0754	0.0306	0.0101	-0.1268
O	9.5284	6.7097	23.9365	-0.0091	-0.0077	-0.1244
O	-0.0285	5.5345	7.9943	0.0099	0.0106	0.1039
O	5.5726	0.1239	7.8871	-0.0047	0.0098	0.0973
O	0.0723	0.0815	8.1212	0.0082	0.0056	0.1054
O	5.5362	5.6041	7.8569	-0.0025	0.0095	0.1143
O	7.5934	3.9335	8.4114	0.0805	-0.0479	0.2187
O	8.7374	7.041	8.7564	-0.0928	0.0845	0.216
O	2.1814	9.4491	9.0152	0.1098	-0.0688	0.2207
O	8.8995	1.6672	8.9155	-0.0993	0.1098	0.2289
O	7.6171	9.4586	8.6843	0.085	-0.0742	0.2435
O	3.6059	1.8109	8.5796	-0.0619	0.1115	0.235
O	3.5904	7.2192	8.9293	-0.0636	0.1003	0.2627
O	2.0634	3.9974	8.7991	0.1074	-0.0647	0.2086
O	8.1498	3.494	23.3781	-0.132	0.0837	-0.2774
O	0.4007	4.9132	23.0008	0.0878	-0.143	-0.2995
O	1.9513	2.814	23.3043	-0.1235	0.071	-0.3225
O	5.829	4.9109	23.1335	0.1349	-0.1276	-0.253
O	5.5691	10.0651	23.5458	0.0973	-0.0891	-0.2863
O	2.4432	8.6907	23.0266	-0.1067	0.1083	-0.2836
O	0.1938	10.083	23.0929	0.1187	-0.1185	-0.2937
O	7.7605	8.5627	23.1347	-0.1135	0.0907	-0.2586
Si	8.6528	7.7132	18.4612	-0.0044	-0.0187	0.1809
Si	8.7854	6.3555	13.6304	0.0011	0.0041	-0.0676
Si	3.7925	1.5396	14.7349	-0.0078	0.0124	-0.0277
Si	2.138	5.7535	17.6353	-0.0202	-0.0172	0.1708
Si	2.4182	3.1575	19.5224	-0.0441	-0.0018	0.3068
Si	9.8138	9.0296	12.0782	-0.0135	-0.0226	-0.2091
Si	1.3329	9.4298	22.0845	-0.0109	-0.0154	0.5418
Si	9.1707	0.964	13.1995	0.0053	0.0011	-0.0909
Si	1.4189	5.0516	13.023	0.0055	-0.0102	-0.0882
Si	1.7956	8.2533	12.8126	0.0462	-0.0016	-0.1851
Si	6.6634	9.5705	22.4649	0.0301	-0.0114	0.4924
Si	4.5272	4.6006	15.7102	0.0062	0.0145	0.032
Si	8.2082	3.0077	9.5737	0.0023	-0.0591	-0.3607
Si	0.8407	8.2593	19.2652	0.006	0.0594	0.3296
Si	6.9722	1.3487	21.1057	0.0138	0.0085	0.3752
Si	8.2283	8.3091	9.6644	-0.0194	0.0005	-0.3846
Si	10.8899	5.201	15.6106	0.0114	-0.005	0.0373
Si	7.5627	9.5041	16.3272	-0.0155	-0.0304	0.0723
Si	9.9505	2.0605	20.319	-0.014	0.0084	0.3512
Si	3.2169	8.5069	9.9025	-0.0371	-0.0208	-0.3983
Si	6.6923	3.3649	17.4262	-0.01	-0.002	0.1762
Si	1.1736	0.2182	19.8108	0.0139	-0.0268	0.2914
Si	3.2316	2.811	12.2933	0.0106	-0.0102	-0.2067
Si	7.2099	5.4111	19.7082	0.0202	-0.0368	0.353
Si	5.7476	8.663	11.5397	0.0012	-0.0153	-0.249
Si	5.7843	6.0653	13.1961	-0.0031	0.0012	-0.1241
Si	4.6313	9.7171	17.6431	0.0017	0.0011	0.1717
Si	1.0284	3.6033	22.22	0.0145	0.0847	0.5286
Si	4.9018	1.4965	18.8247	0.0469	0.0007	0.2423
Si	3.1934	3.069	9.5079	-0.0377	-0.0029	-0.369
Si	6.4478	10.8145	13.7918	-0.004	-0.03	-0.0801
Si	10.3458	0.122	15.9785	-0.0015	0.0194	0.0544
Si	5.6599	3.6466	11.1501	-0.0015	-0.0274	-0.2527
Si	9.8367	3.8957	11.8992	-0.0295	-0.0035	-0.2181
Si	2.3416	9.9229	15.5519	0.0166	-0.0179	0.0243
Si	6.076	8.1458	19.8357	-0.0115	0.0284	0.3399
Si	6.9391	3.972	22.3962	-0.0295	0.027	0.4941
Si	9.7597	2.7831	17.388	0.002	0.0097	0.1958
O	7.1944	6.373	13.9694	0.0112	0.0017	0.0332
O	1.8798	7.0712	18.6766	0.033	-0.0684	-0.1021
O	10.2964	4.0334	16.5347	0.007	0.0183	-0.0459
O	6.1608	9.9666	17.0634	0.0344	0.0068	-0.0541
O	10.1422	0.7092	14.4753	0.0103	0.0012	0.0177
O	8.4397	6.1326	18.8827	0.0334	0.0383	-0.0914
O	5.1671	0.6838	14.4288	-0.0041	0.0033	0.0174
O	5.7139	2.0729	17.5419	0.021	0.0251	-0.087
O	8.3641	1.9578	20.5709	0.0562	0.0088	-0.1426
O	2.002	4.3151	18.4318	-0.002	0.0775	-0.1405
O	6.9638	2.7941	10.634	-0.0603	0.02	0.1326
O	4.8676	2.6999	12.2162	-0.0203	-0.0164	0.0888
O	6.0312	4.3972	16.3475	-0.0242	0.0146	-0.049
O	4.5612	3.9055	9.9324	0.065	0.0171	0.157
O	10.7202	2.7455	21.5893	-0.0793	-0.0818	-0.2229
O	9.7206	6.1528	14.968	0.0054	-0.0017	0.0127
O	6.0067	6.5092	19.8785	0.0056	0.009	-0.1094
O	4.0844	0.1856	18.2983	-0.0049	-0.0421	-0.0815
O	9.2606	10.5523	12.277	-0.0042	0.0409	0.0716
O	2.8499	4.3552	12.6976	-0.0145	0.0247	0.0587
O	1.9197	10.7101	21.2176	-0.0055	0.0754	-0.2312
O	3.9966	2.7295	19.419	0.0232	-0.0192	-0.0861
O	0.7271	10.0469	15.9667	-0.0021	0.0039	-0.0202
O	1.2825	9.815	18.8393	0.0024	-0.0326	-0.1149
O	1.715	1.6789	19.2916	0.0179	0.0173	-0.0927
O	8.9356	10.3933	16.502	0.0094	0.0073	-0.0245
O	4.8753	8.6056	18.8227	-0.0499	0.0386	-0.1431
O	9.5697	8.7544	10.4853	0.0591	0.0348	0.1935
O	6.7274	4.1154	18.8683	-0.0175	-0.0546	-0.1538
O	2.8367	1.7221	13.4095	0.004	-0.0224	0.0572
O	5.8291	8.7925	21.3039	-0.0403	-0.087	-0.2931
O	2.5424	2.4364	10.8693	-0.0028	-0.0092	0.1915
O	7.6136	4.8503	21.1884	0.0211	0.0955	-0.2848
O	5.2091	7.4702	12.5475	0.0002	-0.0411	0.0821
O	0.4325	9.0657	12.4965	0	0.0004	0.0568
O	7.5777	1.0525	13.5751	-0.0037	0.0012	0.0329
O	7.1026	9.6333	14.7541	0.0045	0.0001	0.0043
O	8.9762	5.0315	12.6897	-0.0081	0.0297	0.0672
O	8.0834	8.0449	16.9321	-0.0173	0.033	-0.086
O	6.2288	2.5659	21.9226	-0.0022	-0.084	-0.1698
O	2.4543	9.062	14.1158	0.0041	0.0233	0.0504
O	0.4208	4.4852	11.8607	0.0192	0.0135	0.0711
O	0.8139	8.3296	20.938	-0.0295	-0.0725	-0.3038
O	9.3819	3.8242	10.3428	0.062	0.0457	0.1874
O	9.6511	2.3847	12.5319	-0.0035	-0.0421	0.0676
O	7.62	8.5807	19.4177	0.0569	-0.0121	-0.1161
O	2.5509	8.1723	11.3599	-0.0611	-0.0099	0.2131
O	3.9803	3.0572	15.3788	-0.0026	-0.0054	-0.006
O	0.8336	4.4888	14.4375	-0.0049	-0.0012	0.0269
O	10.0712	3.0046	18.9791	-0.0119	0.0354	-0.2108
O	9.1451	7.8026	12.9464	-0.0071	-0.0373	0.0649
O	10.5189	0.5367	20.0837	0.0132	-0.0101	-0.1078
O	6.0281	5.0326	11.9313	0.0057	0.0577	0.1033
O	8.1561	2.7622	17.0497	0.005	-0.0093	-0.0542
O	3.5333	5.4783	16.731	0.0317	-0.0085	-0.0571
O	4.6675	9.1267	10.3805	0.0697	0.008	0.156
O	1.532	6.6731	13.1738	-0.0076	-0.0219	0.0399
O	4.7586	5.4861	14.3418	-0.0077	-0.0057	0.0314
O	2.041	3.866	20.9533	0.0824	-0.0354	-0.286
O	10.543	1.4117	16.963	0.0026	-0.0305	-0.0594
O	0.948	6.0679	16.5581	-0.0238	-0.0068	-0.0494
O	7.3745	10.9421	21.9324	-0.0003	0.0819	-0.1774
O	5.9477	0.9211	19.9293	-0.1023	-0.0002	-0.199
O	6.0675	10.0186	12.4076	0.0207	0.0598	0.103
O	2.8467	0.5452	15.6043	-0.0037	0.0034	-0.0128
O	7.0535	8.0104	10.771	-0.0721	0.0034	0.1527
O	10.241	8.0309	18.6977	-0.0449	-0.0129	-0.0843
O	3.4437	9.2062	16.5943	-0.0275	0	-0.0574

Results
free energy: -137022.760 eV
free energy less fixed offsets of B -154.04, O -568.88, Si -635.61 eV per atom: 4.370 eV

The program warned: the cutoff lies below the one the program advises for these potential files; the exchange-correlation potential is rough where the density is thin.
